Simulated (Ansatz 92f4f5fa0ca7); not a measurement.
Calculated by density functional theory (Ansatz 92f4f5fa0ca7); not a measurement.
Periodic cell of 406 atoms, Si266O140, from a study of silicon, its oxide and their interface. The atomic structure is a simulated model.
Doubt: the cutoff is far below the 930 eV that the study's wrapper takes by default for these files, so forces and energies are approximate.

Settings: functional PBE; potential files Ansatz PAW; basis plane waves; wave-function cutoff 580 eV; density cutoff ratio 5; exchange-correlation grid ratio 1; k mesh 1 x 1 x 1, Gamma-centred; self-consistency stop 5e-08 eV per atom in the density residual; occupations fixed; spin none; net charge 0.

Cell vectors (angstrom)
a  15.4687  0  0
b  0  12.8259  0
c  0  0  36.3041

Atoms and the computed forces on them: element, x, y, z (angstrom), force x, y, z (eV/angstrom)
Si  0.0398  1.1434  33.6539  -0.0643  0.0219  -0.0418
Si  3.8834  1.1838  33.5867  0.0486  0.0064  -0.1032
Si  7.7027  1.17  33.5971  0.0017  -0.1107  -0.0692
Si  11.4751  1.1471  33.6216  0.1123  -0.0652  -0.0732
Si  1.9749  7.5745  33.6154  -0.0258  0.0161  -0.0142
Si  5.7346  7.5628  33.6268  0.031  -0.021  -0.1039
Si  9.6186  7.5904  33.5772  0.0373  0.0084  -0.0785
Si  13.4852  7.5716  33.6214  0.0368  0.0463  0.0297
Si  1.9336  5.247  34.0372  0.057  0.0703  0.2522
Si  5.8008  5.247  34.0372  -0.0041  -0.0894  -0.7288
Si  9.6679  5.247  34.0372  -0.2493  0.0603  -0.0539
Si  13.5351  5.247  34.0372  -0.1015  -0.2334  -0.204
Si  0  11.6599  34.0372  0.076  0.175  0.5828
Si  3.8672  11.6599  34.0372  0.0423  0.0653  0.3141
Si  7.7343  11.6599  34.0372  -0.4407  0.2154  0.1397
Si  11.6015  11.6599  34.0372  -0.2223  0.281  0.4458
Si  0  4.664  35.274  0.0145  0.0251  -0.0354
Si  3.8672  4.664  35.274  0.0331  -0.125  -0.0899
Si  7.7343  4.664  35.274  0.0241  0.0103  -0.0281
Si  11.6015  4.664  35.274  0.0715  -0.0343  -0.0543
Si  1.9336  11.0769  35.274  0.0103  0.0365  0.0129
Si  5.8008  11.0769  35.274  0.0145  0.0663  0.0852
Si  9.6679  11.0769  35.274  0.0603  -0.1533  -0.1193
Si  13.5351  11.0769  35.274  0.0185  0.1224  0.0025
Si  0  2.332  35.6862  0.0583  0.0227  0.0722
Si  3.8672  2.332  35.6862  -0.0195  -0.0373  -0.1558
Si  7.7343  2.332  35.6862  0.0073  0.0007  -0.1792
Si  11.6015  2.332  35.6862  -0.2704  -0.003  -0.1229
Si  1.9336  8.745  35.6862  0.1931  0.0145  -0.0133
Si  5.8008  8.745  35.6862  -0.1411  0.0352  -0.0433
Si  9.6679  8.745  35.6862  -0.0549  -0.0698  -0.185
Si  13.5351  8.745  35.6862  -0.2104  -0.0796  0.0047
Si  1.9336  1.749  0.6188  0.0742  0.0346  -0.0336
Si  5.8008  1.749  0.6188  0.0283  -0.0604  -0.0489
Si  9.6679  1.749  0.6188  0.0191  0.0383  -0.0035
Si  13.5351  1.749  0.6188  0.0615  -0.0813  -0.0774
Si  0  8.162  0.6188  0.0276  -0.0614  -0.0743
Si  3.8672  8.162  0.6188  0.0336  -0.008  0.0227
Si  7.7343  8.162  0.6188  -0.0185  -0.0521  -0.0626
Si  11.6015  8.162  0.6188  0.0433  0.0576  0.0159
Si  0  5.83  1.031  -0.0208  -0.009  0.0222
Si  3.8672  5.83  1.031  0.0236  0.029  0.0251
Si  7.7343  5.83  1.031  -0.0452  -0.0045  0.0038
Si  11.6015  5.83  1.031  -0.0488  0.0407  0.0306
Si  1.9336  12.2429  1.031  -0.0557  0.0033  0.0609
Si  5.8008  12.2429  1.031  0.0055  -0.0239  0.0119
Si  9.6679  12.2429  1.031  -0.0183  0.0651  0.0431
Si  13.5351  12.2429  1.031  0.0016  -0.0603  -0.0189
Si  1.9336  5.247  2.2678  0.0978  -0.0365  -0.3097
Si  5.8008  5.247  2.2678  0.081  0.0737  0.4013
Si  9.6679  5.247  2.2678  -0.0468  -0.0666  -0.3401
Si  13.5351  5.247  2.2678  0.1018  -0.056  0.1605
Si  0  11.6599  2.2678  -0.0805  0.0682  -0.0899
Si  3.8672  11.6599  2.2678  0.068  0.05  0.2491
Si  7.7343  11.6599  2.2678  -0.1229  0.011  0.0231
Si  11.6015  11.6599  2.2678  -0.0048  -0.032  -0.0479
Si  1.9336  2.915  2.68  -0.0447  -0.1392  -0.0148
Si  5.8008  2.915  2.68  -0.0176  0.1073  0.0571
Si  9.6679  2.915  2.68  -0.0435  -0.1128  -0.0097
Si  13.5351  2.915  2.68  -0.0428  0.037  -0.0281
Si  0  9.328  2.68  -0.0549  0.0934  0.1343
Si  3.8672  9.328  2.68  -0.087  0.1363  0.0821
Si  7.7343  9.328  2.68  0.0045  -0.0012  -0.0213
Si  11.6015  9.328  2.68  -0.0599  -0.0224  -0.0206
Si  2.8997  3.4687  28.6294  0.0413  0.0269  -0.2927
Si  -0.8297  -4.1813  26.9032  0.2502  -0.0965  0.2496
Si  6.9869  -5.4277  26.0651  -0.0973  0.1023  0.09
Si  16.2014  -2.3681  27.177  0.1381  -0.2772  0.0647
Si  2.2488  9.8275  28.9102  0.1511  -0.084  0.0513
Si  7.6361  1.1386  28.6751  0.0408  0.0807  -0.0177
Si  12.1952  10.7213  23.318  -0.0346  -0.053  0.0306
Si  20.8441  2.1637  24.5089  0.1197  -0.0483  0.0013
Si  4.6643  6.665  24.2507  -0.2329  -0.3107  0.18
Si  11.5676  0.8361  29.1317  -0.1086  -0.1258  -0.1216
Si  16.0898  6.6124  27.2064  -0.0201  0.0765  -0.0967
Si  15.4439  4.1309  30.8308  -0.0546  -0.0854  -0.0918
Si  2.5176  5.5064  26.241  -0.4145  0.3233  -0.0053
Si  7.5448  11.6407  22.4254  0.1292  0.1239  -0.0551
Si  14.4977  4.7824  27.4669  0.639  0.2035  0.181
Si  17.3268  11.0225  30.8578  0.0979  0.0621  0.2056
Si  -5.9807  8.896  29.4718  -0.1412  0.0237  0.0559
Si  8.0069  -2.4939  25.1021  -0.1041  0.0473  0.0294
Si  9.01  4.9898  26.3988  0.1448  -0.2755  0.0952
Si  9.4696  0.3298  30.1039  0.1413  0.0829  0.0875
Si  -1.9735  10.9881  30.719  -0.0063  0.0236  -0.2046
Si  5.7047  7.9498  28.9478  -0.1315  -0.1734  -0.6285
Si  4.3698  12.0428  27.3398  -0.0649  -0.0532  0.1261
Si  20.2687  12.8272  22.2424  0.3245  0.1002  -0.0812
Si  2.3846  3.0565  24.6223  -0.0325  0.1056  -0.077
Si  3.7378  1.1017  28.8797  0.1068  -0.2289  0.1077
Si  11.7765  0.8191  24.4596  -0.0182  -0.1239  -0.1113
Si  11.9389  4.7356  27.3899  -0.2592  0.1698  0.3811
Si  0.4271  3.2043  28.7033  -0.1219  -0.2306  -0.1563
Si  3.1547  10.5458  21.5842  0.0636  0.1629  -0.3379
Si  4.3883  8.7522  19.7657  0.1093  -0.1765  -0.1957
Si  17.2694  7.5419  29.1178  -0.1756  -0.067  -0.0375
Si  -1.7827  -3.7655  29.1875  0.0888  0.2362  0.22
Si  1.904  0.4814  30.2896  -0.094  0.0678  -0.04
Si  11.6115  -4.7585  29.9755  0.4054  -0.1258  0.1281
Si  13.4852  0.5167  30.4593  -0.0038  0.0948  -0.1239
Si  -0.1636  7.7389  30.3165  -0.2321  0.2314  -0.2221
Si  3.8421  6.9138  30.1345  -0.0541  0.0772  0.0441
Si  7.7021  7.3607  30.1701  0.2622  -0.0585  0.1709
Si  12.0552  5.922  29.4139  -0.1497  0.2752  0.196
Si  -1.0966  5.7736  29.6299  -0.3288  0.0855  -0.1119
Si  3.7876  4.5815  30.5956  0.2164  -0.0556  0.0299
Si  7.8512  4.8467  30.4331  -0.1261  0.0344  0.0052
Si  11.5134  4.182  30.8052  -0.0581  0.0668  0.0025
Si  -0.1109  13.7619  29.087  0.0743  -0.038  -0.204
Si  5.6333  11.2502  30.7189  0.1656  -0.037  0.0124
Si  9.5269  10.8803  30.8079  -0.1029  0.0963  0.0156
Si  20.1706  10.1581  28.8118  -0.2025  0.2563  -0.1663
Si  1.9772  4.0872  32.0121  -0.1566  -0.0469  0.1398
Si  5.8587  4.1693  31.7812  -0.0604  -0.0039  0.0256
Si  9.521  4.0864  31.9714  0.0769  -0.1144  -0.0609
Si  13.4812  3.8729  32.0701  -0.0231  -0.4399  0.2522
Si  -0.0953  10.5051  32.0482  0.0981  0.0143  -0.0483
Si  3.8328  10.5077  32.0155  -0.2211  0.037  0.2034
Si  7.5618  10.5135  31.9995  -0.0525  -0.0399  -0.025
Si  11.5461  10.5393  32.0231  -0.0456  -0.0975  -0.1749
Si  1.9384  1.7316  32.3412  -0.0226  -0.0112  0.0399
Si  5.8137  1.8321  32.3057  0.0153  0.0256  0.0608
Si  9.5604  1.6758  32.2245  -0.1218  -0.1275  -0.0126
Si  13.4979  1.6014  32.5348  -0.0939  0.2366  0.2345
Si  -0.0103  8.2239  32.5501  -0.1754  -0.0821  0.0422
Si  3.858  8.1265  32.2683  0.0914  0.0062  0.0012
Si  7.6289  8.1822  32.3844  -0.0272  0.0009  0.1426
Si  11.5767  8.2199  32.3647  -0.019  0.0191  -0.0987
Si  0  2.332  3.9167  0.1689  -0.0375  -0.1397
Si  3.8672  2.332  3.9167  0.2183  -0.0172  0.303
Si  7.7343  2.332  3.9167  0.0367  0.0707  0.2975
Si  11.6015  2.332  3.9167  0.1221  -0.2211  -0.3334
Si  1.9336  8.745  3.9167  0.4232  0.4701  0.3438
Si  5.8008  8.745  3.9167  0.2167  -0.0093  0.2123
Si  9.6679  8.745  3.9167  -0.0421  -0.0236  -0.5723
Si  13.5351  8.745  3.9167  -0.1158  -0.4189  -0.6788
Si  2.0301  6.4346  4.2749  -0.0339  0.0698  0.0243
Si  5.8589  6.4272  4.3938  -0.0079  0.0457  -0.0213
Si  9.6831  6.4105  4.2829  0.0357  0.0047  -0.0529
Si  13.5812  6.4452  4.3318  -0.0176  0.0362  -0.0486
Si  -0.0403  12.8068  4.3315  -0.0008  -0.042  -0.0537
Si  3.8704  12.8258  4.3759  -0.0506  -0.0467  0.0189
Si  7.6834  12.8252  4.3376  0.0427  -0.0637  0.0754
Si  11.5879  12.811  4.3365  0.0021  0.0471  0.0948
Si  0.1212  5.9829  5.517  0.0323  -0.1081  -0.1335
Si  3.8986  5.849  5.5991  0.1092  -0.0732  0.0188
Si  7.8372  5.84  5.6241  -0.1091  0.0124  -0.0437
Si  11.6099  5.8493  5.4979  0.0556  0.0097  -0.1647
Si  1.8783  12.3101  5.5817  0.0395  0.0023  -0.1896
Si  5.7934  12.1884  5.6726  0.021  0.0187  -0.0045
Si  9.633  12.2752  5.549  -0.1931  0.0078  -0.087
Si  13.5081  12.0541  5.5191  0.0062  -0.0396  -0.0409
Si  0.1961  3.6983  5.8234  -0.1356  0.1483  -0.094
Si  3.9757  3.517  6.0035  -0.0114  0.1138  0.0605
Si  7.8256  3.5078  6.0227  0.0491  -0.0641  0.0624
Si  11.6608  3.5342  5.895  0.1061  0.0577  0.0106
Si  2.0007  9.9782  6.0647  0.0825  0.0101  0.108
Si  5.8741  9.7991  6.065  0.0574  -0.0135  0.1171
Si  9.6845  9.9349  5.8945  -0.0004  -0.097  -0.0097
Si  13.5651  9.7376  5.972  -0.04  -0.0452  -0.075
Si  2.0014  3.1855  7.2445  0.1124  -0.0343  -0.0601
Si  4.0092  5.5908  9.6352  0.0921  -0.0975  0.0509
Si  9.8385  3.028  7.25  -0.044  0.0654  -0.1738
Si  14.6234  1.4261  8.1224  0.0297  0.1259  0.0647
Si  0.0598  9.238  7.2082  0.1293  -0.0308  -0.0337
Si  7.8728  13.0172  8.943  -0.0381  0.2078  0.4209
Si  15.1392  12.0807  12.2442  0.2991  0.2224  0.0723
Si  11.0075  6.9851  7.464  -0.0198  -0.088  0.2983
Si  -5.9708  9.8788  18.3012  -0.023  0.0209  -0.2366
Si  6.126  4.2001  9.3998  -0.0453  0.1307  0.089
Si  8.5716  6.9225  7.6345  0.1111  -0.0773  0.2447
Si  17.5122  2.0654  10.743  0.1714  -0.1095  -0.418
Si  1.377  13.7616  7.3924  -0.158  0.1195  0.1525
Si  2.1443  12.9442  9.3654  -0.0458  -0.1272  0.141
Si  4.4486  12.5012  9.4139  -0.2207  0.1359  0.1819
Si  14.7144  10.533  8.9799  -0.0629  0.2035  0.0654
Si  2.0316  4.2067  9.4734  -0.2177  -0.1285  0.2701
Si  4.4899  10.1558  9.5258  0.6942  0.1631  -0.1491
Si  7.918  9.2731  7.2892  -0.0376  0.0633  -0.2086
Si  11.5513  9.2723  7.1446  -0.0972  0.3378  -0.1839
Si  3.1076  12.1444  16.1282  0.1261  -0.3867  0.2388
Si  0.7155  15.266  13.6708  -0.7179  -0.058  -0.3122
Si  6.7646  15.32  11.0108  -0.2343  0.0663  0.0016
Si  13.4946  7.1967  10.4475  -0.322  0.1349  1.0009
Si  -4.1444  1.8334  15.581  0.0523  0.2414  0.0286
Si  4.1293  0.9645  11.4281  -0.2264  -0.0867  0.0634
Si  11.8762  5.7487  9.2966  0.2232  -0.1872  -0.0307
Si  10.2567  3.9501  9.4409  -0.2204  0.1392  -0.1091
Si  0.9749  11.1712  10.5043  0.2012  0.0392  -0.1758
Si  11.4957  12.8187  8.829  -0.1463  -0.0301  -0.1107
Si  9.1503  9.2589  15.4139  -0.0091  0.0275  -0.0344
Si  11.4959  14.7388  10.2968  0.1432  -0.2534  0.5573
Si  3.3161  6.9323  7.6492  0.0082  0.0774  0.0473
Si  0.062  5.9121  9.5165  0.0825  -0.2712  -0.4147
Si  14.9818  6.2855  15.4026  -0.1705  -0.1819  -0.0612
Si  9.4549  4.336  15.6622  0.1732  -0.0446  -0.0872
Si  0.812  7.0062  7.5582  0.0723  -0.0478  0.1725
Si  11.0254  10.5225  9.077  -0.3835  -0.1651  0.2272
Si  12.9045  9.5842  10.1989  0.1521  0.0791  0.2169
Si  18.2508  9.666  10.9785  -0.5123  0.0996  0.4558
Si  -7.104  6.53  11.6886  -0.0331  -0.0375  -0.2747
Si  5.9018  2.9659  7.3315  0.0324  0.0262  -0.0866
Si  9.6997  0.7065  7.549  0.1643  -0.0322  -0.1108
Si  18.8908  0.8061  14.2987  -0.0986  0.3156  -0.2288
Si  3.9599  9.2457  7.3693  -0.1657  -0.0955  -0.2613
Si  6.5471  10.648  15.1369  0.2607  -0.0196  -0.0778
Si  14.1784  10.6591  17.5424  -0.2012  -0.1326  -0.0194
Si  17.912  9.246  15.5224  0.0568  -0.0026  -0.0759
O  34.7738  12.9703  12.8502  -0.0845  -0.1397  -0.0505
O  24.7391  4.9921  17.1627  -0.0739  0.0392  0.0982
O  5.9161  -7.5085  20.834  -0.1091  -0.0191  0.0516
O  17.1465  -17.3512  23.5013  0.0248  -0.0175  0.1039
O  3.3671  -15.1503  16.0473  -0.0382  0.1735  0.1096
O  15.0515  0.1704  25.7726  -0.0858  0.1013  -0.0425
O  -5.2206  0.9558  21.6304  0.0079  0.0033  0.0698
O  -15.8022  -18.9656  23.4157  0.1684  0.0143  0.035
O  4.4527  14.8619  14.6058  0.0343  -0.0649  0.1622
O  12.0825  16.2555  21.9172  0.0252  0.0117  0.1
O  21.1001  4.269  13.9468  -0.0448  -0.0347  -0.0272
O  26.4542  0.7908  14.3986  -0.0381  -0.1249  -0.0637
O  51.845  1.8815  11.7665  0.2806  0.2313  -0.2556
O  20.1936  20.5752  12.4036  -0.0064  -0.1006  0.031
O  19.2885  -5.2816  20.7215  0.0167  0.0738  0.1445
O  11.5581  5.2922  20.0224  -0.0015  0.0249  0.0277
O  -5.9128  10.2314  14.1442  -0.0455  0.0321  -0.0529
O  21.6689  14.2432  25.72  0.0091  0.001  -0.0786
O  -11.4831  15.7344  24.9441  0.0108  -0.0498  -0.0217
O  21.6496  19.4946  24.8397  0.0799  -0.0145  0.0217
O  24.8703  -13.2126  12.6387  -0.0275  0.0915  -0.1517
O  27.6115  -2.9408  24.7129  -0.1043  0.0534  -0.1613
O  11.4635  10.9091  27.3096  0.0187  -0.0731  -0.0365
O  24.212  -1.5072  18.2866  -0.0445  0.0216  0.0052
O  15.026  11.4419  20.9883  0.1104  0.0254  0.0203
O  23.4833  -14.1837  20.8584  -0.0914  -0.0295  0.1013
O  21.0044  -2.9874  14.1409  -0.082  -0.0499  -0.0808
O  -1.6931  13.8984  18.4402  0.1385  -0.0353  0.0792
O  28.7458  16.2031  19.6095  0.0626  0.016  0.0847
O  22.7149  3.6305  17.8195  -0.0277  0.0144  0.035
O  16.8078  19.5404  21.3309  -0.0335  0.0289  0.1102
O  8.461  8.7069  18.7066  -0.0283  -0.0158  0.0864
O  35.4056  10.0993  20.6689  -0.1633  0.0405  0.0862
O  15.8018  2.6357  19.1744  0.1466  -0.0512  0.0611
O  11.9657  -13.3498  23.5461  0.0121  -0.0023  -0.0068
O  21.3982  -1.1405  22.4535  -0.1531  0.0095  0.0128
O  10.6358  2.7966  19.7476  0.0592  0.0798  0.0396
O  -6.885  4.2628  24.9961  0.0121  0.0053  -0.0884
O  7.3276  21.7553  25.5859  0.0131  -0.104  0.0039
O  11.3664  13.0934  19.3972  0.0548  -0.0379  0.031
Si  8.5712  -2.1976  9.1414  0.127  -0.1052  0.0247
Si  13.7163  -9.5915  6.964  0.0574  -0.1438  0.0075
Si  25.9263  -3.0884  26.7611  0.0659  0.0388  0.0977
Si  12.644  -4.3222  25.4556  0.3976  0.0649  0.2502
Si  17.4479  7.9449  18.2016  -0.0737  -0.1742  -0.2069
Si  27.8647  -6.1852  20.4088  0.0339  -0.0307  -0.1088
Si  13.832  15.289  10.1543  0.4225  -0.0003  -0.1158
Si  26.3595  0.2291  12.8885  0.094  0.0826  -0.1328
Si  13.2297  16.1032  23.0746  -0.0687  -0.0576  -0.1155
Si  13.2307  -4.8959  13.5133  0.0593  0.0751  -0.192
Si  15.9287  -1.4466  15.2261  -0.2806  -0.2279  -0.1784
Si  22.6398  4.3278  13.4428  0.1435  0.1308  0.1962
Si  23.7095  -7.434  9.569  0.1791  -0.0389  0.0386
Si  8.5751  3.5468  28.4196  0.0941  -0.0923  0.1604
Si  10.3343  6.7784  14.0543  -0.115  0.0017  0.1732
Si  14.3314  -2.7515  21.4921  -0.2122  -0.0007  0.0461
Si  19.8182  -3.7893  13.3703  -0.1385  -0.0182  0.1095
Si  -0.7265  -13.3339  27.288  0.3062  0.154  0.0618
Si  0.8498  0.5771  24.8486  -0.0372  -0.1879  0.106
Si  20.0967  17.6124  21.675  0.1277  -0.0029  -0.0202
Si  18.1153  6.4367  20.4133  0.0433  -0.1794  -0.2371
Si  27.8753  0.2363  18.1438  -0.1611  0.1777  -0.107
Si  16.0909  -5.2066  22.4781  -0.2149  -0.1339  -0.1335
Si  17.4991  -7.6673  13.9519  -0.1331  -0.019  0.1317
Si  7.5126  5.5956  21.0395  0.016  0.0249  -0.0009
Si  29.0347  -6.5749  23.3992  -0.1076  0.031  -0.0623
Si  13.8033  4.4796  8.9167  -0.0779  0.1762  -0.1548
Si  7.8637  3.9045  23.5913  0.2005  -0.0168  -0.0585
Si  21.0824  -12.976  17.443  0.2158  0.0064  -0.128
Si  13.5277  12.3031  7.8365  0.1903  0.1232  0.1408
Si  14.4918  7.7134  18.1696  -0.0868  -0.101  -0.1947
Si  14.0083  -9.4189  15.599  0.0554  0.0086  -0.2553
Si  3.0893  -16.514  23.4925  0.0514  0.0283  0.1077
Si  8.06  4.9528  18.2741  0.0415  -0.0529  -0.1616
Si  12.3097  -0.4957  27.3139  -0.2592  0.1842  0.4021
Si  11.8666  -9.1066  20.3241  -0.0094  -0.0783  -0.073
Si  19.8575  -10.5985  20.3791  0.1892  0.1268  -0.0764
Si  16.0998  2.1289  22.377  -0.1876  -0.1296  0.0887
Si  24.0234  -1.6092  13.2642  -0.0371  -0.0143  0.3658
Si  22.7721  -17.9549  19.1859  0.0598  -0.0366  -0.0351
Si  11.5409  -3.3761  20.6537  -0.1  0.0539  -0.0273
Si  5.7477  0.7697  30.1897  -0.0781  0.1024  -0.1678
Si  -5.2504  1.2345  20.0289  -0.0069  -0.0635  0.0043
Si  6.5104  0.0477  26.6171  -0.0737  0.0216  0.2704
Si  13.1542  -14.8573  12.2595  -0.1494  -0.5412  -0.1791
Si  9.3205  1.308  22.9163  -0.0462  0.0088  -0.103
Si  20.0262  16.4392  14.9805  0.0885  0.1319  0.0243
Si  16.7446  -11.1062  20.1606  -0.1699  0.1285  0.0351
Si  14.2841  2.6164  18.6044  -0.1646  0.0076  -0.2489
Si  3.4981  -5.9272  11.6441  0.1681  -0.177  -0.3914
Si  15.38  -11.2708  11.6986  -0.1111  0.4145  0.1182
Si  0.7198  -1.3384  19.8546  -0.1937  0.0452  -0.0407
Si  7.9416  12.2105  19.3858  0.1919  0.0437  -0.0201
Si  5.8966  0.5886  7.746  -0.2301  -0.1007  -0.0882
Si  18.071  -1.6668  25.8542  -0.0507  -0.0216  0.0516
Si  5.8567  2.8413  17.6067  0.0672  0.0821  -0.0585
Si  26.4462  -9.7435  28.7802  0.1865  -0.4826  0.0141
Si  22.8953  -3.3046  10.8115  0.3017  0.0148  -0.1181
O  -20.5036  -20.3326  14.7882  -0.023  -0.0035  -0.0391
O  10.6717  5.1547  26.3468  0.1543  -0.0224  0.0374
O  20.4795  0.794  20.8327  -0.1157  -0.1025  0.0615
O  21.3499  -16.1236  10.2654  -0.4253  0.0129  -0.1162
O  18.9379  -2.7516  12.4543  -0.0806  0.0623  -0.0984
O  4.7275  -22.4871  21.6775  -0.0895  0.0286  0.0112
O  32.8299  4.5283  25.0905  0.0007  -0.3176  -0.1976
O  25.6993  1.2945  24.2596  -0.0461  -0.0022  0.047
O  30.6086  -10.3535  14.9169  0.0515  0.0251  0.4007
O  11.3034  7.8337  20.6168  0.0273  0.0176  0.0519
O  34.1245  17.2993  14.8619  0.0489  -0.0285  0.0266
O  20.5944  -10.0749  19.0447  -0.0582  -0.038  0.0463
O  14.7069  -9.8159  22.4316  0.0836  -0.0242  -0.0245
O  0.187  12.1552  13.8323  0.0342  -0.1615  0.0937
O  12.7821  14.8658  24.0446  0.1087  0.101  0.0317
O  11.7905  20.2943  14.0872  0.0123  0.0361  -0.0154
O  27.4081  11.8338  12.6518  0.1311  -0.1578  -0.0475
O  32.3912  12.2449  16.2128  0.2399  0.0926  0.0886
O  25.4947  9.5779  16.7708  -0.0039  0.031  0.1318
O  -4.3237  -11.3482  11.8768  -0.0424  0.103  -0.216
O  4.5261  -20.1991  23.1544  -0.0069  0.0476  0.0498
O  12.5825  41.2519  15.1694  -0.0479  -0.0443  0.0549
O  2.0157  -0.559  24.7955  -0.0799  0.2248  -0.0585
O  25.0516  23.1449  25.5138  0.049  -0.0073  -0.0926
O  15.4963  -1.8994  18.4847  0.2405  0.0557  0.0488
O  14.5383  -14.5289  16.0221  0.0278  0.0515  -0.0133
O  4.8779  -11.8252  23.4992  -0.0825  -0.0398  -0.0382
O  -2.7238  7.2525  24.4056  -0.067  -0.1393  -0.0743
O  21.6105  -11.4856  17.0175  -0.0657  -0.0913  0.0043
O  26.1475  -2.7993  19.4115  0.064  -0.0403  0.093
O  28.7275  -3.2647  13.3724  0.0045  0.2091  0.0058
O  28.9857  6.9899  19.2653  -0.0354  -0.0143  0.1046
O  45.0323  -7.8803  15.0781  0.016  0.0695  0.0239
O  17.0095  1.9341  25.4649  -0.0357  -0.0068  -0.009
O  25.2754  -6.1532  12.4973  0.0488  -0.0549  -0.0669
O  14.8155  6.6274  16.9898  0.0421  0.0735  0.0804
O  13.3305  4.7071  23.8876  -0.0463  -0.0258  0.0487
O  32.8608  -17.5072  16.6017  0.0461  0.0759  0.0228
O  21.4907  20.2514  27.3798  -0.0415  0.0085  0.2453
O  13.5217  7.1206  12.1225  0.0406  0.0448  -0.3156
O  19.4237  -0.1445  17.4724  -0.1858  -0.0744  -0.1129
O  37.3238  -9.5285  23.9129  -0.1327  0.0227  0.0058
O  14.3939  7.5363  14.5612  0.0684  0.0688  0.057
O  -12.2448  -3.9005  18.6234  0.0137  0.1135  0.082
O  18.8181  8.3853  14.4909  -0.0358  0.0826  0.076
O  -22.8273  25.88  23.0208  0.0037  -0.0013  0
O  31.4041  -4.6414  18.7949  0.1361  0.1053  0.1023
O  11.3592  -4.4563  26.4869  -0.1317  -0.0117  -0.0409
O  16.594  9.9255  14.8422  0.0071  0.0676  0.0233
O  38.8173  18.0257  22.5777  -0.0005  -0.0102  0.0338
O  32.8483  10.5655  20.4943  0.1342  -0.0111  0.0554
O  7.2578  -6.4348  18.1817  -0.0279  0.0343  0.0332
O  -28.9653  1.5526  14.164  0.2614  -0.179  0.192
O  11.9439  13.2748  26.0165  0.1456  -0.0065  -0.0973
O  8.3911  4.7882  19.8905  -0.0259  0.0443  0.0182
O  27.0997  -11.8998  16.8913  0.0365  -0.0976  0.0281
O  33.6184  -19.6501  12.7274  -0.0609  -0.0682  0.1355
O  9.3317  -29.1538  27.8692  0.0554  -0.0491  -0.0157
O  18.6887  -15.6811  24.9004  0.1355  -0.1192  -0.0893
O  33.3551  -30.4473  11.062  0.0341  0.1918  -0.0554
O  -7.4904  -15.1994  23.4557  -0.0069  -0.0515  0.1171
O  5.8502  -17.2168  19.1363  -0.144  0.0555  0.0321
O  7.5551  -9.6072  12.2859  0.0948  -0.2148  -0.0909
O  31.2914  -12.0316  23.3103  0.0027  0.1493  -0.0513
O  5.9133  -14.13  16.3343  -0.1202  0.0492  0.0583
O  8.3099  -6.3402  26.4088  0.0853  0.1016  0.0074
O  21.877  12.3228  18.8308  -0.1495  -0.0128  0.0459
O  11.2018  22.9661  22.1234  0.0513  -0.0196  0.0209
O  7.7232  10.4399  12.1238  -0.1687  0.0499  0.0746
O  7.802  -4.8149  11.3091  -0.0486  0.0598  -0.1051
O  31.9948  -19.6212  14.9365  0.1514  -0.0015  -0.0504
O  23.5552  -8.6652  14.7892  -0.1524  -0.0376  -0.1271
O  7.3611  18.6307  12.763  -0.1382  -0.1034  0.1185
O  44.0755  -3.1  20.4245  0.0996  0.0038  0.036
O  24.7993  -5.115  14.9544  0.0091  -0.0339  -0.0206
O  8.717  13.6711  19.4764  -0.0522  -0.0312  -0.0195
O  22.8697  -13.8898  14.2903  0.0355  -0.0686  -0.0855
O  7.5674  9.5238  15.759  -0.0984  0.0082  -0.0056
O  18.7407  4.5516  27.3786  -0.1728  -0.0822  0.1329
O  18.8343  -0.7539  22.1521  -0.1432  -0.0722  0.0038
O  32.1494  -12.6486  19.6426  0.0783  -0.0397  -0.0585
O  -1.2348  -9.4128  17.1987  0.0338  -0.0568  0.2265
O  7.6387  1.2736  10.2836  0.2058  -0.0696  -0.1889
O  -1.7216  23.2895  22.9388  0.0933  -0.0021  -0.0631
O  18.7284  -7.8158  20.8203  -0.0122  -0.0073  0.0332
O  24.1632  2.7876  22.7501  -0.0258  0.0376  0.0422
O  16.5988  -21.6738  13.2775  0.174  0.0828  -0.0505
O  -2.3616  32.0571  21.8499  0.0388  -0.0198  0.0977
O  -1.685  21.8933  17.5801  0.0618  0.1218  -0.002
O  33.7527  2.198  20.0229  -0.0657  -0.0745  -0.0136
O  20.4545  -21.9389  16.5485  -0.0503  -0.0161  -0.0197
O  28.3137  -1.3094  17.9323  0.1046  -0.0137  0.0192
O  23.1612  -5.6286  20.7121  -0.0546  -0.0425  0.0002
O  -11.1238  -17.5699  23.5155  -0.0409  0.139  -0.0115
O  17.8119  -6.3749  18.7971  -0.0084  0.1165  0.167
O  1.9312  2.9106  23.0468  0.0702  -0.0003  0.0555
O  25.5531  2.8459  15.8587  -0.042  -0.0149  0.0275
O  30.7244  -4.061  21.68  0.1179  0.0303  -0.0179
O  19.0898  -19.1987  25.5004  0.4486  0.1366  -0.2569
O  7.2797  -1.1882  25.8058  0.0186  0.1042  -0.1357

Results
free energy: -248710.946 eV
free energy less fixed offsets of O -568.88, Si -635.61 eV per atom: 4.514 eV

The program warned: the cutoff lies below the one the program advises for these potential files; the forces do not sum to zero within the program's tolerance; the exchange-correlation potential is rough where the density is thin.
